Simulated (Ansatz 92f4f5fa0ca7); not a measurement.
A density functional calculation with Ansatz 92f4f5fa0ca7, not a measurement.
Periodic cell of 221 atoms, Si132O87H1N1, from a study of silicon, its oxide and their interface. The atomic structure is a simulated model.
Doubt: the cutoff is low for norm-conserving oxygen, so forces and energies are approximate.
Doubt: the program's own warning below bears on the result.

Settings
functional: HSE06
potential files: SPMS norm-conserving
basis: plane waves
wave-function cutoff: 800 eV
density cutoff ratio: 4
exchange-correlation grid ratio: 1
k mesh: 1 x 1 x 1, Gamma-centred
occupations: fixed
spin: none
net charge: 0

Cell vectors (angstrom)
a  10.938  0  0
b  0  10.938  0
c  0  0  32.1328

Atoms: element, x, y, z (angstrom)
Si  0.1867  -0.135  24.4721
Si  5.5897  -0.3124  24.7319
Si  2.5142  3.0457  24.4583
Si  8.0794  2.9729  25.0291
Si  0.0407  5.1253  24.6473
Si  5.8219  5.1456  24.6266
Si  2.443  8.5139  24.5767
Si  7.9891  8.5935  24.765
Si  1.3985  1.4092  25.8245
Si  6.7503  1.3301  26.0103
Si  4.0686  4.1582  25.8915
Si  9.6142  4.1325  26.2841
Si  1.2691  6.8465  25.814
Si  6.8566  6.8563  25.9271
Si  4.0286  9.5067  26.0528
Si  9.5859  9.7304  26.0051
Si  2.7155  0.048  27.3239
Si  8.1802  0.0587  27.3875
Si  0.0666  2.6572  27.3886
Si  5.397  2.7554  27.3276
Si  2.6976  5.5356  27.2753
Si  8.1784  5.5539  27.4156
Si  -0.0313  8.2157  27.3
Si  5.4562  8.1574  27.3525
Si  4.1018  1.3673  28.7145
Si  9.5708  1.3673  28.7145
Si  1.3673  4.1018  28.7145
Si  6.8362  4.1018  28.7145
Si  4.1018  6.8362  28.7145
Si  9.5708  6.8362  28.7145
Si  1.3673  9.5708  28.7145
Si  6.8362  9.5708  28.7145
Si  0  0  30.0818
Si  5.469  0  30.0818
Si  2.7345  2.7345  30.0818
Si  8.2035  2.7345  30.0818
Si  0  5.469  30.0818
Si  5.469  5.469  30.0818
Si  2.7345  8.2035  30.0818
Si  8.2035  8.2035  30.0818
Si  1.3673  1.3673  31.449
Si  6.8362  1.3673  31.449
Si  4.1018  4.1018  31.449
Si  9.5708  4.1018  31.449
Si  1.3673  6.8362  31.449
Si  6.8362  6.8362  31.449
Si  4.1018  9.5708  31.449
Si  9.5708  9.5708  31.449
Si  2.7345  0  0.6835
Si  8.2035  0  0.6835
Si  0  2.7345  0.6835
Si  5.469  2.7345  0.6835
Si  2.7345  5.469  0.6835
Si  8.2035  5.469  0.6835
Si  0  8.2035  0.6835
Si  5.469  8.2035  0.6835
Si  4.1018  1.3673  2.0507
Si  9.5708  1.3673  2.0507
Si  1.3673  4.1018  2.0507
Si  6.8362  4.1018  2.0507
Si  4.1018  6.8362  2.0507
Si  9.5708  6.8362  2.0507
Si  1.3673  9.5708  2.0507
Si  6.8362  9.5708  2.0507
Si  0  0  3.418
Si  5.469  0  3.418
Si  2.7345  2.7345  3.418
Si  8.2035  2.7345  3.418
Si  0  5.469  3.418
Si  5.469  5.469  3.418
Si  2.7345  8.2035  3.418
Si  8.2035  8.2035  3.418
Si  1.3597  1.3894  4.6719
Si  6.8651  1.3357  4.815
Si  4.1108  4.0858  4.8674
Si  9.5748  4.0939  4.785
Si  1.4042  6.8256  4.8377
Si  6.8749  6.7613  4.7601
Si  4.1405  9.5035  4.7494
Si  9.5603  9.5701  4.8002
Si  2.663  -0.0681  5.919
Si  8.1936  -0.0181  6.2379
Si  0.0256  2.7095  6.0752
Si  5.4547  2.5717  6.2298
Si  2.7819  5.5404  6.3218
Si  8.1735  5.3588  6.2009
Si  -0.0382  8.149  6.1583
Si  5.4674  8.075  6.1052
Si  3.7084  1.368  7.4145
Si  9.8905  1.1395  7.4346
Si  1.6316  3.7972  7.4172
Si  6.634  4.1142  7.5505
Si  4.5106  6.5676  7.7007
Si  9.2757  7.0305  7.4456
Si  1.1474  9.8082  7.3063
Si  6.9831  9.2392  7.4096
O  1.2522  4.0992  24.049
O  6.7805  9.5913  24.1904
O  2.9255  2.7959  7.424
O  8.1652  8.1824  7.8692
O  5.5627  5.3028  7.9745
O  0.0683  -0.0042  7.899
O  5.3518  5.5305  23.0937
O  10.5188  0.4939  23.0276
O  2.1754  9.409  8.549
O  1.2516  3.8158  9.0162
O  9.4671  1.9845  8.768
O  7.6462  9.9462  12.0895
O  3.4698  0.8059  8.9797
N  4.3164  7.3234  9.2938
O  7.2262  3.3478  8.8969
O  9.8495  6.4918  8.8967
O  3.3401  2.4543  23.1127
O  4.6603  0.1747  23.4616
O  9.2067  2.4914  23.9462
O  9.8209  5.5753  23.5139
O  19.8892  8.1262  23.5077
O  3.2891  7.9766  23.2643
O  6.9888  4.0066  24.3431
O  1.3145  9.6406  24.0665
Si  3.8128  6.3814  10.6914
Si  9.0932  4.2678  14.6228
Si  7.4179  8.3372  11.9186
Si  4.2064  1.2701  22.3421
Si  17.1104  3.7988  14.2523
Si  2.7309  -0.4533  20.1083
Si  7.1774  4.1568  19.4365
Si  14.0054  6.6334  16.4375
Si  1.9004  4.1342  10.4826
Si  5.6874  16.2021  16.7355
Si  3.7744  9.7467  17.2389
Si  10.2088  4.4506  11.6825
Si  10.9024  6.5146  16.0511
Si  7.9981  1.5988  14.5396
Si  2.8043  10.4074  9.6942
Si  9.1242  6.7791  22.6134
Si  11.183  -1.1438  11.1903
Si  3.5756  -3.31  13.6907
Si  5.1779  8.7239  9.8621
Si  9.5725  1.7676  22.5543
Si  11.9368  -0.4321  16.5646
Si  8.3935  2.6343  9.8072
Si  -0.4116  8.2446  18.389
Si  11.747  -2.0537  14.1299
Si  4.6727  3.7753  11.592
Si  6.0214  6.082  21.7059
Si  6.4604  7.7132  14.6929
Si  11.5486  6.5104  20.66
Si  11.0901  1.0792  18.8039
Si  14.2257  7.6897  21.6504
Si  6.9653  1.3671  20.7611
Si  9.9582  7.1952  10.371
Si  -0.6432  3.6835  20.1559
Si  8.4506  -0.6308  19.107
Si  6.8454  10.1921  16.367
Si  8.5701  0.3244  11.812
O  13.3607  8.7616  13.9106
O  7.7001  -0.869  17.715
O  6.0087  8.169  11.1377
O  1.614  10.6099  10.8023
O  4.9404  -5.73  10.85
O  9.9964  7.2086  17.2357
O  6.2545  4.9438  20.5508
O  6.6357  13.2143  13.9474
O  3.5716  7.1364  12.1369
O  2.3603  5.7028  10.3531
O  7.5496  4.7325  14.2433
O  11.4345  -1.5912  17.6026
O  9.8735  4.189  13.2238
O  0.6384  7.4539  19.341
O  6.9592  2.5268  19.5849
O  12.4215  6.2065  16.6642
O  17.2187  6.5272  15.8289
O  13.0313  6.588  21.3604
O  3.2778  0.6398  21.1767
O  0.7162  3.7493  11.5063
O  7.2241  -0.1341  20.1043
O  8.1604  1.397  21.8626
O  -1.6336  8.8981  19.2867
O  2.7755  9.0387  20.8749
O  12.2171  0.2033  19.6489
O  6.1095  9.5594  8.7966
O  8.54  7.7296  10.9332
O  8.8355  0.9631  13.2937
O  7.4532  11.5013  15.6444
O  5.6291  2.5494  11.1603
O  2.6211  -0.3522  16.4527
O  3.1617  14.2499  11.131
O  -6.7807  5.6654  17.2142
O  11.1044  7.5191  14.7667
O  4.0618  9.7437  10.4756
O  3.4311  8.1503  16.9924
O  9.9911  5.2232  15.6055
O  10.2935  2.8391  21.5648
O  5.0067  15.0736  13.1631
O  4.8284  7.1692  21.2282
O  11.0218  2.6824  19.0871
O  8.9395  2.7524  15.254
O  3.6912  -0.7156  18.8061
O  5.5884  1.689  21.5782
O  5.2396  10.191  16.6765
O  7.9037  1.3978  10.7705
O  9.5844  0.5421  19.162
O  17.6091  4.7979  17.9905
O  7.5934  6.5331  22.0305
O  -5.9185  -2.6918  14.1219
O  7.3624  -3.451  13.3263
O  11.3778  -0.7701  15.0777
O  10.2619  7.0854  21.4971
O  9.0741  3.8118  10.7049
O  8.8151  -6.6471  19.6945
O  0.4366  11.8988  17.1905
O  16.4815  3.9694  15.7489
O  11.0957  -1.7574  12.6911
O  11.2956  4.9465  20.3153
O  0.035  8.4764  10.231
O  10.4369  6.0411  11.4031
O  9.9683  -0.0793  11.0822
O  14.2224  6.4584  14.8078
O  7.2207  8.9185  15.4492
H  5.2502  1.9131  10.5346

Results
free energy: -54221.346 eV
free energy less fixed offsets of H -15.86, N -279.42, O -447.96, Si -113.29 eV per atom: 0.734 eV
gap between the highest filled and lowest empty level on this k mesh: 1.220 eV

The program warned: the cutoff lies below the one the program advises for these potential files; the model core charge is not resolved on the grid; the forces do not sum to zero within the program's tolerance; the potential files have known limits; the exchange-correlation potential is rough where the density is thin.
